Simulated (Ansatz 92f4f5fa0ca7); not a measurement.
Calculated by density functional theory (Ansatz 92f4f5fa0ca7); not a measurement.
Periodic cell of 297 atoms, Si195O102, from a study of silicon, its oxide and their interface. The atomic structure is a simulated model.
Doubt: the cutoff is far below the 930 eV that the study's wrapper takes by default for these files, so forces and energies are approximate.
This geometry differs little from another in the collection (a relaxation step or a small displacement).

Settings: functional PBE; potential files Ansatz PAW; basis plane waves; wave-function cutoff 580 eV; density cutoff ratio 5; exchange-correlation grid ratio 1; k mesh 1 x 1 x 1, Gamma-centred; self-consistency stop 5e-08 eV per atom in the density residual; occupations fixed; spin none; net charge 0.

Cell vectors (angstrom)
a	11.6015	0	0
b	0	10.938	0
c	0	0	41.5855

Atoms: element, x, y, z (angstrom)
Si	0	0	0.9665
Si	3.8672	0	0.9665
Si	7.7343	0	0.9665
Si	1.9336	1.3673	0.9665
Si	5.8008	1.3673	0.9665
Si	9.6679	1.3673	0.9665
Si	0	5.469	0.9665
Si	3.8672	5.469	0.9665
Si	7.7343	5.469	0.9665
Si	1.9336	6.8362	0.9665
Si	5.8008	6.8362	0.9665
Si	9.6679	6.8362	0.9665
Si	1.9336	2.7345	40.6184
Si	5.8008	2.7345	40.6184
Si	9.6679	2.7345	40.6184
Si	0	4.1018	40.6184
Si	3.8672	4.1018	40.6184
Si	7.7343	4.1018	40.6184
Si	1.9336	8.2035	40.6184
Si	5.8008	8.2035	40.6184
Si	9.6679	8.2035	40.6184
Si	0	9.5708	40.6184
Si	3.8672	9.5708	40.6184
Si	7.7343	9.5708	40.6184
Si	0	0	4.8337
Si	3.8672	0	4.8337
Si	7.7343	0	4.8337
Si	1.9336	1.3673	4.8337
Si	5.8008	1.3673	4.8337
Si	9.6679	1.3673	4.8337
Si	0	5.469	4.8337
Si	3.8672	5.469	4.8337
Si	7.7343	5.469	4.8337
Si	1.9336	6.8362	4.8337
Si	5.8008	6.8362	4.8337
Si	9.6679	6.8362	4.8337
Si	1.9336	2.7345	2.9001
Si	5.8008	2.7345	2.9001
Si	9.6679	2.7345	2.9001
Si	0	4.1018	2.9001
Si	3.8672	4.1018	2.9001
Si	7.7343	4.1018	2.9001
Si	1.9336	8.2035	2.9001
Si	5.8008	8.2035	2.9001
Si	9.6679	8.2035	2.9001
Si	0	9.5708	2.9001
Si	3.8672	9.5708	2.9001
Si	7.7343	9.5708	2.9001
Si	-1.6248	1.1506	31.1148
Si	3.9535	-0.3144	30.8555
Si	8.0825	-0.1267	30.7144
Si	0.2614	-0.1568	30.9741
Si	5.4276	1.4893	30.8335
Si	13.7396	1.1961	30.962
Si	-1.4952	6.8901	30.8578
Si	3.0358	6.0574	29.681
Si	5.8628	6.6596	30.2553
Si	2.2496	6.0018	31.7773
Si	7.9157	4.7557	30.6671
Si	11.7167	5.1942	31.0723
Si	1.8616	2.5934	32.9284
Si	5.4807	2.8098	32.8101
Si	9.5572	2.5144	32.9917
Si	-0.1356	3.8709	32.9727
Si	3.5309	4.2583	32.9686
Si	7.6051	3.8302	32.8062
Si	2.062	7.9908	33.0301
Si	5.852	8.0776	32.9895
Si	9.8186	8.2405	32.7887
Si	0.207	9.4329	32.9021
Si	3.9378	9.4245	32.9011
Si	7.78	9.4752	32.7113
Si	0.0422	-0.0983	34.8187
Si	3.8663	-0.0619	34.8014
Si	7.6685	-0.0771	34.7006
Si	1.9368	1.28	34.8623
Si	5.7292	1.3743	34.7302
Si	9.6479	1.1861	34.8801
Si	0.0043	5.4015	34.8102
Si	3.8545	5.4415	34.9586
Si	7.7484	5.3724	34.6857
Si	1.9349	6.7749	35.0053
Si	5.8346	6.753	34.911
Si	9.684	6.7828	34.6944
Si	1.938	2.7126	36.7538
Si	5.8258	2.6938	36.7211
Si	9.6666	2.6791	36.7392
Si	-0.0102	4.064	36.7563
Si	3.89	4.0383	36.8132
Si	7.7562	4.0816	36.7016
Si	1.9035	8.2223	36.8247
Si	5.7996	8.1835	36.7804
Si	9.6259	8.1519	36.6849
Si	-0.0427	9.5292	36.7715
Si	3.8623	9.5402	36.7575
Si	7.7011	9.5611	36.7119
Si	0	0	38.6848
Si	3.8672	0	38.6848
Si	7.7343	0	38.6848
Si	1.9336	1.3673	38.6848
Si	5.8008	1.3673	38.6848
Si	9.6679	1.3673	38.6848
Si	0	5.469	38.6848
Si	3.8672	5.469	38.6848
Si	7.7343	5.469	38.6848
Si	1.9336	6.8362	38.6848
Si	5.8008	6.8362	38.6848
Si	9.6679	6.8362	38.6848
Si	1.9512	2.744	6.7837
Si	5.8051	2.7457	6.7356
Si	9.6334	2.727	6.7804
Si	-0.0185	4.0406	6.6827
Si	3.8811	4.0979	6.7604
Si	7.7357	4.1266	6.8001
Si	1.963	8.2968	6.7061
Si	5.8063	8.2911	6.7271
Si	9.6746	8.2691	6.7693
Si	0.0008	9.6524	6.7937
Si	3.8754	9.6681	6.8215
Si	7.7601	9.6342	6.8182
Si	-0.0301	0.2053	8.6797
Si	3.8204	0.0682	8.8414
Si	7.7597	0.0558	8.806
Si	1.9224	1.5134	8.8168
Si	5.8362	1.397	8.6587
Si	9.6286	1.5718	8.8588
Si	-0.0053	5.5556	8.4297
Si	3.9182	5.4759	8.6833
Si	7.7446	5.5621	8.7213
Si	1.9655	6.8059	8.4886
Si	5.8161	6.866	8.5755
Si	9.6866	6.9061	8.6902
Si	1.9074	3.0684	10.6764
Si	5.9766	2.7721	10.5524
Si	9.6837	3.24	10.6877
Si	0.0836	4.5297	10.4786
Si	4.022	4.0455	10.6053
Si	7.69	4.532	10.8492
Si	1.8219	7.9982	10.4583
Si	5.6475	8.2127	10.4566
Si	8.5377	8.637	12.2037
Si	0.1558	9.598	10.3926
Si	3.6928	9.3874	10.6373
Si	7.1449	10.0221	10.899
Si	0.1309	-0.2829	12.445
Si	4.1203	-0.9906	12.89
Si	7.3382	1.6193	14.0832
Si	1.3824	2.3774	12.8656
Si	6.1732	0.9984	12.1458
Si	10.0347	2.1639	12.7286
Si	0.336	6.5523	11.706
Si	4.1911	5.5763	13.435
Si	10.2225	7.9358	10.7769
Si	1.1351	6.3093	13.887
Si	5.4423	7.3672	12.6535
Si	7.5832	6.4666	12.6746
O	2.9269	9.8155	13.9855
O	6.4676	2.6974	14.9413
O	-1.7893	6.4667	18.5001
O	13.0013	11.6932	12.6212
O	4.7369	11.4725	12.9036
O	16.8833	8.8636	13.4062
O	7.535	8.5127	15.5909
O	4.9942	4.9088	14.7084
O	-3.4218	6.182	14.2202
O	7.4279	11.1491	14.9269
O	0.1687	5.3538	14.8038
O	10.3149	11.4988	12.4657
O	11.7332	10.0882	29.4603
O	10.3038	1.9977	29.7309
O	6.4726	5.1685	29.9911
O	6.8418	7.8644	29.7913
O	3.9854	9.7404	29.4232
O	3.2265	4.4584	29.4837
O	6.9867	1.0833	30.4996
O	-2.8126	4.0854	29.4613
O	8.1686	9.9896	29.2736
O	1.9816	6.6978	28.597
O	17.219	6.8608	31.8574
O	10.2387	7.3317	29.2704
Si	7.0354	5.1206	17.8762
Si	2.4623	2.8407	15.7461
Si	1.4137	11.1064	17.1372
Si	7.3387	8.7764	28.5368
Si	11.8296	9.5628	21.4716
Si	1.5145	2.2711	24.7138
Si	5.7119	6.2628	20.5708
Si	1.5497	9.2751	14.6516
Si	1.4654	5.8591	23.1154
Si	2.5119	6.9975	27.071
Si	5.3889	3.6545	15.6951
Si	2.5824	10.5248	26.0581
Si	2.5252	10.4577	19.9467
Si	9.2629	2.8812	21.9017
Si	7.8992	5.4449	22.623
Si	2.0759	2.2063	21.5848
Si	10.24	3.455	29.0409
Si	9.8354	7.8101	23.0082
Si	4.7755	9.1154	21.3533
Si	3.509	2.9615	28.9672
Si	9.9341	7.6683	27.6956
Si	8.2479	7.0285	15.6262
Si	-0.9248	7.3099	17.4038
Si	4.4157	9.44	27.8583
Si	3.5959	4.1058	26.1387
Si	9.4522	0.3354	20.4322
Si	11.6252	10.2476	27.8384
Si	10.5025	1.9556	26.4256
Si	4.0488	4.2673	22.1393
Si	11.6246	4.2413	21.0651
Si	10.2221	10.3048	17.6521
Si	9.8843	15.7659	18.4381
Si	8.1003	1.4842	24.4459
Si	8.3698	9.8319	15.0897
Si	7.5945	-0.9418	22.6655
Si	11.9941	5.0398	16.3976
Si	11.5217	6.7957	25.3914
Si	6.1773	3.9324	24.4214
Si	2.3177	8.9486	23.3914
O	9.2547	-0.1529	18.8802
O	6.8237	6.3057	21.7638
O	10.693	4.3077	17.0923
O	8.3517	15.2137	18.3901
O	1.1859	3.193	20.6435
O	3.6714	9.0023	22.5248
O	2.1307	11.6973	20.9082
O	1.4773	9.8008	16.1752
O	4.0428	2.8367	16.0852
O	-0.1238	11.3386	17.6299
O	3.6617	8.145	27.1928
O	5.3201	3.8812	23.0519
O	1.4615	2.14	23.0935
O	7.4859	0.0405	23.9798
O	6.1097	-1.3279	22.1356
O	3.9928	10.6807	26.8743
O	2.4202	10.8658	18.3832
O	3.5742	2.82	21.5856
O	5.1346	4.2623	25.6157
O	0.4989	6.5002	17.1795
O	0.6504	5.6007	21.7155
O	9.0958	1.4662	25.7406
O	10.7265	7.8296	24.387
O	2.2102	0.9691	25.3494
O	0.486	5.5564	24.4322
O	10.4598	6.5076	26.6383
O	1.0686	9.8686	22.8531
O	10.6988	3.5639	22.2098
O	10.2931	3.2446	27.4251
O	3.5907	3.0261	27.3575
O	8.5085	8.7417	23.1667
O	1.8253	1.4769	16.3048
O	1.4982	10.0863	27.1887
O	2.4926	3.5161	25.0991
O	11.5969	2.4012	25.2954
O	8.9904	1.9582	23.187
O	4.5261	5.198	20.9007
O	8.3164	7.9232	27.5416
O	11.4392	2.7924	13.327
O	6.0356	9.2933	27.7185
O	7.4704	6.2265	16.7795
O	3.1742	5.6233	26.517
O	2.7017	9.4098	24.8842
O	1.7306	4.1107	16.4898
O	-0.8943	4.435	19.7594
O	2.8693	5.0323	22.9826
O	1.8384	7.4118	23.2845
O	12.9962	9.2942	20.3231
O	9.2876	6.2922	22.7437
O	8.2836	-0.3053	21.3427
O	-2.3019	1.9602	20.5487
O	5.9949	4.1288	17.1272
O	10.6731	9.0557	27.291
O	-1.7715	7.2664	15.9948
O	10.8375	19.7543	17.9596
O	4.0933	10.0869	20.2228
O	11.0352	0.7238	27.3306
O	8.1499	4.0645	21.7727
O	6.8692	2.5007	24.7553
O	10.9237	10.8404	21.0077
O	6.3424	5.8769	19.1301
O	5.0694	7.7484	20.5265
O	10.7883	8.3212	21.7633
O	1.2496	7.4089	26.1336
O	7.3353	5.0732	24.1324
O	9.48	10.2735	16.2066
O	14.2031	5.6045	13.7458
O	9.0028	-1.598	13.6496
O	1.4836	7.6651	14.7152
O	0.2365	9.7135	13.7804
O	4.4858	6.777	29.4158
O	4.9286	2.4133	29.556
O	2.3284	2.8287	14.1116
O	-2.9568	6.1616	31.0838
O	2.2718	12.9585	29.4968
O	15.9804	4.6702	12.0967
O	-0.1175	15.3149	29.6065
O	8.8277	2.2914	13.8324

Results
free energy: -181968.864 eV
free energy less fixed offsets of O -568.88, Si -635.61 eV per atom: 0.846 eV

Forces (eV/angstrom), in the order of the atoms: element, x, y, z
Si	-0.0051	0.0308	0.0123
Si	-0.0006	0.0666	0.0169
Si	0.0069	0.0832	0.0181
Si	-0.0012	-0.0486	0.0012
Si	-0.0028	-0.0232	-0.0246
Si	0.0017	-0.042	-0.0005
Si	0.0166	-0.0012	-0.0097
Si	-0.0131	0.019	0.0177
Si	-0.0066	0.0953	0.0019
Si	0.0039	0.0384	-0.0103
Si	-0.0086	-0.0015	-0.0031
Si	0.0097	-0.083	-0.0142
Si	-0.0011	0.0369	0.0107
Si	-0.0055	0.0533	-0.016
Si	-0.0113	0.038	-0.0011
Si	-0.0225	-0.0002	0.0035
Si	0	0.0234	0.0306
Si	-0.0015	-0.0949	-0.0148
Si	-0.0093	-0.0742	0.0623
Si	0.0141	-0.0178	0.0281
Si	0.0002	0.0906	0.0039
Si	0.0087	-0.0352	-0.0262
Si	0.0024	-0.066	-0.0148
Si	-0.0008	-0.1003	-0.0481
Si	-0.0146	0.1569	-0.1229
Si	0.0301	0.2588	0.0691
Si	0.0302	0.1853	0.1103
Si	0.0604	-0.0549	0.1206
Si	0.0397	-0.0192	-0.2527
Si	-0.1131	-0.1216	0.0571
Si	-0.0397	0.0181	-0.2717
Si	0.0141	0.0954	0.092
Si	-0.0143	0.1126	0.2005
Si	0.016	0.2249	-0.1206
Si	0.0073	0.2328	-0.0536
Si	0.0293	0.11	0.2083
Si	-0.0101	0.0883	0.0589
Si	0.0059	0.0169	0.0299
Si	0.0191	0.0915	0.0723
Si	0.014	0.0768	-0.0964
Si	0.0094	-0.0177	-0.0381
Si	-0.0134	-0.0842	-0.028
Si	-0.0119	-0.0843	-0.0582
Si	0.002	-0.0377	-0.052
Si	0.0032	0.0608	-0.0068
Si	0.0139	-0.032	0.0079
Si	0.0109	-0.1095	0.0521
Si	-0.0251	-0.1177	0.0538
Si	-0.0088	0.0014	-0.0205
Si	0.0151	0.008	-0.0061
Si	-0.0004	0.0222	0.0156
Si	-0.0088	-0.0056	-0.0056
Si	0.0161	-0.0286	-0.0114
Si	0.0061	0.0079	-0.012
Si	0.0137	-0.0054	-0.0214
Si	-0.0354	-0.0216	-0.0097
Si	0.114	0.1096	0.0191
Si	-0.0025	-0.0086	0.0121
Si	-0.0125	0.01	-0.0482
Si	0.0069	0.0033	-0.024
Si	-0.0028	-0.0014	-0.0005
Si	0.0165	-0.0068	0.0109
Si	-0.014	-0.008	-0.0122
Si	0.0221	0.0175	0.0023
Si	-0.0099	0.0108	-0.0009
Si	-0.0136	0.0075	0.0167
Si	0.0003	-0.0036	0.0074
Si	0.0025	-0.0113	0.0211
Si	-0.0079	0.0078	0.0111
Si	0.0098	-0.0012	-0.0023
Si	-0.0041	-0.0049	-0.0048
Si	0.0014	0.0154	-0.0051
Si	0.0003	-0.0026	-0.0061
Si	-0.0053	-0.0064	-0.0017
Si	-0.0064	-0.0147	-0.0212
Si	0.0071	0.0018	0.0042
Si	0.0059	0.0007	-0.0057
Si	0.0042	0.0032	0.0052
Si	0	-0.0017	0.0038
Si	0.0007	0.0014	0.0081
Si	-0.0035	-0.0048	-0.0068
Si	0.0065	0.0003	-0.003
Si	-0.0009	-0.013	-0.0021
Si	-0.0011	-0.0031	-0.0062
Si	0.0037	-0.0019	-0.0033
Si	-0.0011	0.0045	-0.0024
Si	-0.0016	0.0018	-0.0014
Si	0.0018	-0.0026	-0.0083
Si	-0.0009	0.0031	-0.0058
Si	0.0015	-0.0033	-0.0057
Si	-0.0003	-0.0059	-0.0048
Si	-0.0031	-0.0042	-0.005
Si	0.0021	-0.0002	-0.0047
Si	-0.0018	0.0016	0.0011
Si	0.0018	0.0051	-0.0027
Si	0.0032	0.007	0.0008
Si	-0.1299	0.006	-0.0119
Si	0.023	0.0296	-0.0697
Si	0.0133	-0.0455	-0.192
Si	-0.0182	-0.1549	0.0224
Si	0.0977	-0.1212	-0.092
Si	-0.0023	-0.1166	0.1501
Si	-0.015	-0.0869	-0.0797
Si	0.0413	-0.0419	0.1838
Si	0.0418	-0.1122	-0.265
Si	0.0011	-0.152	0.3406
Si	-0.0092	-0.1403	0.2274
Si	-0.0938	-0.0472	-0.2322
Si	0.0002	-0.0032	0.0009
Si	0.0039	0.0012	-0.0016
Si	-0.003	0.0008	0.0011
Si	0	-0.0028	0.0005
Si	-0.0053	0.0008	-0.0009
Si	0.0004	-0.0051	-0.0029
Si	-0.0026	0.001	0.0046
Si	-0.0007	-0.0008	0.0025
Si	0.0003	0.0017	-0.0033
Si	-0.0015	0.0008	-0.0009
Si	0.0036	-0.002	-0.0016
Si	0.0016	-0.0001	0.0037
Si	0.0036	-0.0056	0.0051
Si	0.0039	0.0022	0.0035
Si	0.0034	0.0039	-0.0121
Si	-0.0013	0.0041	0.0027
Si	0.0016	-0.0159	-0.0063
Si	0.0016	0.0014	-0.0043
Si	0.0008	0.0063	-0.0109
Si	-0.0031	-0.0097	0.0128
Si	-0.0005	0.005	0.0046
Si	0.0011	0.0038	-0.0068
Si	-0.0001	0.0029	0.0026
Si	0.0018	-0.0004	-0.0021
Si	0.001	-0.0053	-0.0184
Si	-0.0045	0.0123	0.0082
Si	0.0083	0.0062	-0.0004
Si	-0.0029	0	0.0245
Si	0.003	0.0138	0.0066
Si	0.0062	-0.0002	-0.004
Si	0.0141	0.0169	0.0076
Si	0.0183	-0.0085	-0.006
Si	0.0468	-0.0124	-0.0275
Si	0.0117	0.0146	-0.0246
Si	-0.0328	-0.0067	-0.0068
Si	-0.0012	-0.0063	0.0138
Si	-0.0156	-0.0277	0.0202
Si	0.0064	-0.0006	0.0135
Si	0.0054	0.0051	0.0021
Si	-0.0009	-0.0003	0.0039
Si	-0.011	-0.0172	-0.0023
Si	-0.0065	0.004	-0.0006
Si	-0.0149	-0.0126	-0.0012
Si	0.0817	0.0758	0.0345
Si	0.0089	0.0165	0.007
Si	-0.0604	0.028	-0.0025
Si	-0.0474	-0.0506	0.0084
Si	-0.03	0.0384	-0.0035
O	0.0021	-0.0025	0.0019
O	0.0069	-0.0068	-0.0056
O	-0.0004	-0.0009	-0.0017
O	0.0046	0.0088	0.0042
O	0.0095	0.0006	-0.0066
O	0.0123	0.0299	0.008
O	-0.0034	0.0031	-0.0004
O	0.0115	-0.0088	0.0116
O	0.0038	-0.0065	0.0158
O	-0.0072	0.0002	0.0049
O	-0.0149	-0.0073	-0.0054
O	0.0176	-0.0244	-0.0131
O	0.0055	0.0016	0.0148
O	0.0075	0.0151	-0.0028
O	0.0286	0.1058	0.0403
O	-0.0847	-0.1123	-0.1264
O	-0.0005	-0.0015	0.0029
O	0.0163	-0.0083	-0.0086
O	-0.007	-0.0035	0.0037
O	-0.0178	0.0058	0.0225
O	-0.0708	-0.1002	-0.026
O	0.0231	-0.0027	-0.0004
O	0.0471	0.0408	-0.1476
O	-0.0025	0.0093	-0.0092
Si	0.0015	-0.0048	0.0003
Si	0.0039	0.0036	0.0184
Si	-0.0013	0.0044	0.0061
Si	0.0001	-0.0493	0.1334
Si	0.0025	-0.0008	0.0024
Si	0.001	-0.0028	0.0051
Si	-0.002	-0.0012	-0.0027
Si	-0.0333	-0.0509	-0.0122
Si	-0.0027	-0.0012	0.0045
Si	-0.0092	-0.0044	0.0029
Si	-0.01	0.0111	0.0031
Si	-0.0002	0.0021	0.009
Si	-0.0044	-0.0012	0.0063
Si	-0.0007	-0.0015	0.0029
Si	-0.0018	-0.0026	0.0038
Si	-0.0037	0.0033	0.0069
Si	-0.0048	-0.0129	0.0176
Si	0.0029	0.0009	0.0043
Si	-0.0071	-0.0065	0.0092
Si	0.0024	0.0102	0
Si	0.0099	0.004	0.0143
Si	0.0018	-0.0103	-0.0045
Si	0.0003	-0.0055	0.0048
Si	-0.0277	0.0095	-0.0027
Si	-0.0021	0.0007	0.0057
Si	0.0005	-0.0009	-0.0004
Si	0.0078	-0.0001	-0.0025
Si	0.0009	-0.0025	0.0047
Si	-0.0006	-0.0003	0.002
Si	0.001	0.001	0.0006
Si	0.0048	-0.0031	0.0046
Si	-0.0005	0.0025	-0.0055
Si	0.0011	0.0003	0.0056
Si	0.003	-0.0095	-0.0059
Si	0.0032	0.0014	0.0047
Si	-0.0024	0.0099	0.0054
Si	0.0068	0.0009	0.0022
Si	-0.0031	-0.001	0.0049
Si	0.0049	-0.0026	0.0013
O	-0.0027	-0.0005	0.0012
O	-0.0013	0.001	-0.0002
O	-0.0043	-0.0028	0.0006
O	-0.0017	0.0002	-0.0017
O	0.0003	0.0007	-0.004
O	0.0025	-0.0051	-0.0089
O	-0.0011	-0.0022	-0.0044
O	-0.0082	-0.0049	-0.019
O	-0.0003	-0.0046	-0.0022
O	-0.0031	-0.0011	0.0008
O	0.004	0.0002	0.0022
O	-0.0005	-0.0002	-0.0015
O	0	-0.0006	-0.0067
O	-0.0007	-0.0034	-0.0016
O	-0.0067	-0.0028	-0.0026
O	0.0054	-0.0065	0.0023
O	0.0011	-0.0034	-0.0093
O	0.0039	0.0005	-0.0015
O	0.003	0.0009	-0.0025
O	-0.0031	0.0006	-0.001
O	-0.002	-0.0007	-0.0014
O	-0.0005	0.0013	-0.0039
O	-0.0037	-0.0001	-0.0016
O	0.0009	-0.0016	-0.003
O	-0.001	-0.0002	-0.0025
O	-0.0086	-0.001	0.006
O	-0.0002	-0.0027	-0.003
O	-0.0022	-0.0032	0.0006
O	0.002	0.0034	-0.0017
O	-0.0077	0.0046	0.0203
O	-0.0023	0.0005	-0.0005
O	-0.0044	-0.0048	0.0001
O	-0.0038	-0.0023	-0.0015
O	0.0026	0.0032	-0.0044
O	-0.0029	0.0001	-0.0013
O	0.0001	0.0001	-0.0032
O	0.0021	0.0048	-0.0028
O	-0.0317	0.0309	0.0704
O	0.0132	-0.0022	0.0037
O	0.0462	-0.0215	0.0365
O	-0.0006	0.0013	-0.0016
O	-0.0018	0.0021	-0.0004
O	-0.0001	-0.0027	-0.0056
O	0.0117	-0.0022	-0.0024
O	0.0013	-0.0024	0.0038
O	-0.0006	-0.0009	-0.0005
O	0.001	0.0069	-0.0004
O	-0.0012	-0.0012	-0.0003
O	-0.0016	-0.0015	-0.0023
O	-0.003	-0.0011	-0.0013
O	-0.0017	-0.0019	-0.0016
O	-0.0003	-0.0024	-0.0006
O	-0.0098	-0.0093	0.003
O	-0.0009	-0.0006	-0.0028
O	-0.0016	0.0026	-0.0009
O	0.0055	-0.0034	0.0032
O	-0.0033	0.0048	0.0021
O	-0.0002	0.0003	-0.0025
O	-0.0006	-0.0014	-0.0022
O	-0.0011	-0.0007	-0.001
O	-0.0039	0.0013	0.0052
O	0.0026	0.0053	0.0023
O	-0.0014	0.0004	-0.0026
O	0.0024	-0.003	0.0001
O	0.0011	0.0009	-0.0028
O	0.0005	0.0019	-0.0027
O	-0.1037	-0.0935	0.0186
O	-0.0016	0.0058	0.0072
O	0.0326	0.0955	0.0128
O	0.0385	0.0002	-0.0099
O	0.0456	0.0205	0.0359
O	-0.0133	0.0002	-0.0005
O	-0.0077	0.0163	-0.0186
O	-0.0271	-0.0043	0.0042
O	0.0049	0.013	0.0007
O	0.04	-0.0543	-0.081
O	-0.0057	-0.0012	0.0126
O	-0.0063	0.0036	0.0086

The program warned: the cutoff lies below the one the program advises for these potential files; the exchange-correlation potential is rough where the density is thin.
